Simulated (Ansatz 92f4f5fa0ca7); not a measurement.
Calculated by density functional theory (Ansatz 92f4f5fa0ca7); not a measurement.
Periodic cell of 228 atoms, Si140O88, from a study of silicon, its oxide and their interface. The atomic structure is a simulated model.
This geometry differs little from another in the collection (a relaxation step or a small displacement).

Settings
functional: r2SCAN
potential files: Ansatz PAW
basis: plane waves
wave-function cutoff: 800 eV
density cutoff ratio: 5
exchange-correlation grid ratio: 1
k mesh: 1 x 1 x 1, shifted by 0.5 0.5 0 of a step
self-consistency stop: 1e-10 eV per atom in the density residual
occupations: fixed
spin: none
net charge: 0

Cell vectors (angstrom)
a, 10.888, 0, 0
b, 0, 10.888, 0
c, 0, 0, 33.3284

Atoms: element, x, y, z (angstrom)
Si, 1.7673, 1.5755, -0.5432
Si, 3.4968, 4.319, -0.7801
Si, 1.8216, 7.2821, 1.6259
Si, 3.4649, 9.0363, 1.4823
Si, 8.081, 0.0846, -1.1865
Si, 9.0442, 3.6712, 1.5032
Si, 6.4568, 6.4342, 1.4966
Si, 10.056, 10.0178, 1.6614
Si, 0.8682, 0.9111, 1.5456
Si, 2.9116, 5.515, 2.7217
Si, 1.2615, 6.496, -0.5397
Si, 3.033, 9.6836, -0.7811
Si, 7.4897, 1.802, 1.4597
Si, 9.5009, 4.6719, -0.5924
Si, 5.369, 8.1598, 2.6706
Si, 8.094, 5.3856, 2.8147
Si, -0.0667, 2.704, 2.7429
Si, 2.6036, -0.0776, 2.7936
Si, 0.1006, 8.2568, 2.8841
Si, 4.67, 4.6856, 1.2881
Si, 5.558, 2.804, 2.5022
Si, 8.3069, 0.1145, 2.8753
Si, 9.4117, 9.1142, -0.3835
Si, 7.7221, 7.2146, -0.3831
Si, 1.4245, 4.1042, 3.953
Si, 4.1103, 1.402, 3.8756
Si, 1.3803, 9.547, 4.3327
Si, 4.1411, 6.8396, 4.2044
Si, 6.7721, 4.0369, 4.1649
Si, 9.5767, 1.4307, 4.3006
Si, 6.7986, 9.556, 3.9842
Si, 9.525, 6.8189, 4.0432
Si, 0.001, 0.0225, 5.6154
Si, 2.7518, 2.7107, 5.3393
Si, 0.0427, 5.4494, 5.3606
Si, 2.7659, 8.1582, 5.5644
Si, 5.4274, 0.0458, 5.3289
Si, 8.1427, 2.755, 5.5547
Si, 5.4617, 5.4254, 5.5243
Si, 8.1434, 8.1846, 5.3922
Si, 1.4207, 1.4024, 6.8268
Si, 4.0571, 4.0462, 6.8007
Si, 1.3501, 6.7789, 6.8101
Si, 4.1282, 9.5827, 6.7983
Si, 6.7477, 1.3492, 6.7896
Si, 9.5671, 4.1362, 6.7928
Si, 6.8424, 6.822, 6.8144
Si, 9.4701, 9.5097, 6.8468
Si, 0.009, 2.7452, 8.1472
Si, 2.7292, -0.0082, 8.1791
Si, -0.0196, 8.1315, 8.1692
Si, 2.6953, 5.4051, 8.1531
Si, 5.4171, 2.6935, 8.1834
Si, 8.0828, 0.0045, 8.1569
Si, 5.4585, 8.1923, 8.1461
Si, 8.2362, 5.4971, 8.1726
Si, 1.325, 4.0938, 9.5362
Si, 4.0514, 1.3251, 9.5594
Si, 1.3315, 9.4972, 9.5192
Si, 4.0575, 6.8154, 9.4556
Si, 6.8494, 4.1006, 9.4508
Si, 9.4861, 1.3679, 9.4546
Si, 6.7756, 9.5334, 9.5475
Si, 9.5707, 6.812, 9.6131
Si, -0.119, -0.0495, 10.819
Si, 2.6381, 2.6879, 10.8499
Si, 0.0424, 5.4264, 10.9964
Si, 2.6621, 8.0844, 10.8855
Si, 5.367, -0.0718, 10.9272
Si, 8.2171, 2.7794, 10.8467
Si, 5.4877, 5.4904, 10.7552
Si, 8.1982, 8.2374, 10.8911
Si, 1.169, 1.3256, 12.1417
Si, 4.0935, 4.1067, 12.0065
Si, 1.4141, 6.74, 12.4161
Si, 3.9792, 9.3849, 12.2889
Si, 6.8159, 1.3748, 12.0689
Si, 9.5805, 4.0647, 12.3601
Si, 6.8453, 6.8507, 12.1448
Si, 9.5074, 9.5335, 12.3734
Si, -0.009, 2.6168, 13.7725
Si, 2.4422, -0.0992, 13.4408
Si, -0.0309, 8.0781, 13.7882
Si, 2.9193, 5.2931, 13.645
Si, 5.422, 2.7352, 13.3107
Si, 8.0548, 0.1455, 13.5745
Si, 5.4426, 8.0297, 13.6137
Si, 8.1643, 5.5334, 13.5598
Si, 2.1094, 3.3276, 14.7105
Si, 3.7118, 1.5645, 14.389
Si, 3.3908, 9.4895, 17.1242
Si, 6.5009, 9.7527, 14.7898
Si, 6.4717, 4.3725, 14.6367
Si, 9.2023, 1.5387, 15.1542
Si, 8.1794, 8.8214, 16.1487
Si, 9.3202, 6.8791, 15.1994
Si, 1.0428, -1.1947, 15.1116
Si, 5.1719, 5.3975, 19.8909
Si, 2.0246, 4.5361, 17.5339
Si, 4.3516, 6.5528, 17.2027
Si, 10.1318, -0.6944, 18.773
Si, 9.9884, -0.3905, 16.382
Si, 7.7862, 3.2935, 16.2596
Si, 9.8762, 5.5326, 17.1685
Si, -10.6661, 20.6633, 26.2057
Si, 10.6504, 17.8709, 24.9852
Si, 5.3801, 30.6571, 28.1627
Si, 5.6693, 13.6151, 20.7914
Si, 18.3275, 26.7544, 25.1768
Si, 20.5202, 13.7263, 25.2219
Si, 12.8224, 5.4294, 23.4436
Si, 22.5476, 19.5484, 31.9257
Si, -7.8613, 39.5431, 28.2585
Si, 14.6456, 16.496, 25.7671
Si, 23.032, 2.4415, 23.2854
Si, -0.789, 13.0324, 30.9559
Si, 6.3102, 7.5048, 25.6925
Si, -1.2663, 6.1732, 27.9282
Si, 13.8248, 9.6557, 20.2283
Si, 17.7449, 4.9359, 22.281
Si, 14.2004, 2.4448, 19.4513
Si, 5.6828, 10.5812, 20.9891
Si, 30.7283, 7.0093, 22.28
Si, 15.6477, 11.0267, 15.9054
Si, 24.4216, 11.7536, 25.4861
Si, 9.8416, 14.1667, 28.2414
Si, -5.0199, -1.8548, 31.1799
Si, 5.7345, -9.5368, 17.5491
Si, -3.8068, 20.0633, 23.2978
Si, -6.0842, -4.7877, 14.9236
Si, -3.6526, 9.7283, 18.7493
Si, 7.2147, -6.4076, 28.0593
Si, 16.2774, -21.3251, 26.5568
Si, 21.5069, -3.6164, 19.5705
Si, 1.0322, 0.7563, 20.6419
Si, 4.4498, 4.436, 29.592
Si, 14.7827, 24.6161, 27.2071
Si, 13.3618, 6.6501, 20.6955
Si, 0.4243, 8.3431, 28.9592
Si, 8.3365, -10.7776, 25.2974
O, 19.2951, 5.8349, -0.9844
O, 8.041, -5.0093, -5.1839
O, 5.9637, -2.2411, -3.6997
O, 3.6218, 16.4677, -12.987
O, 9.9014, 7.3226, -12.3119
O, -8.2448, 12.8333, -6.6226
O, 4.3678, 4.128, -2.1501
O, -1.2667, 10.4489, -7.1893
O, 10.0356, 6.5029, -6.9275
O, 5.2643, 1.9859, -6.2865
O, 0.8144, 5.8481, -8.8055
O, -3.4003, -9.7968, -0.0305
O, -10.3279, 1.6711, -1.622
O, 12.5417, 18.1911, -4.3782
O, 10.462, 2.3369, -3.9403
O, 6.7822, 0.2524, 18.1237
O, 5.3401, -4.7709, 18.4441
O, 10.9105, 19.6574, 18.9997
O, 8.3714, 16.3814, 22.1206
O, 2.5833, 14.6332, 18.8254
O, -0.252, 0.5428, 19.6963
O, 23.3659, -0.7294, 20.9778
O, -18.0936, 25.0562, 28.7483
O, 14.9752, -0.3372, 20.9123
O, -1.199, -4.4301, 18.5086
O, 28.5617, 26.0846, 26.4979
O, 14.2181, 5.5768, 24.2254
O, 17.0898, 12.0911, 20.6352
O, -1.3225, 14.454, 31.5456
O, 24.6865, 9.91, 18.6215
O, 15.1817, 8.1627, 17.3153
O, 14.6676, 16.7487, 29.2529
O, 6.6033, -7.521, 21.9381
O, -2.2184, -0.9438, 19.4235
O, 4.305, 20.1266, 31.5993
O, 5.0526, 17.4226, 25.8602
O, -15.2904, 4.9421, 23.8626
O, 12.6522, 3.9227, 22.8852
O, 5.9825, 15.3711, 29.0792
O, 19.8363, 11.904, 31.1245
O, 2.8638, 16.8029, 17.4202
O, 0.4899, 9.3988, 27.7528
O, 17.3279, 19.2071, 27.0743
O, 5.7277, 3.8817, 19.6154
O, 12.9961, 12.3236, 19.6716
O, 12.0626, 17.4242, 19.7251
O, 18.4942, 17.4606, 25.4477
O, 8.8671, 26.022, 24.9255
O, 10.1626, 13.6283, 26.7506
O, 18.6206, -2.8135, 22.3152
O, 21.8241, 5.411, 32.8679
O, 27.7605, 5.8484, 21.2399
O, 1.3997, 43.4258, 25.714
O, 14.9295, 4.1107, 26.2431
O, 20.8623, 29.2117, 28.8674
O, -6.747, 11.0695, 25.5101
O, 2.4123, 12.4964, 24.0586
O, 3.16, -2.7888, 20.5409
O, 30.3726, 1.6479, 24.8999
O, 0.4877, 9.1225, 30.3637
O, 6.5453, 7.7838, 31.962
O, 11.3346, 4.8511, 17.4051
O, 2.0821, 9.0825, 16.2444
O, 2.3098, 3.5175, 16.3245
O, -4.7268, 10.1921, 22.4635
O, 16.0501, 21.3349, 27.8806
O, 7.4205, 8.5731, 17.6252
O, 27.9217, -2.402, 24.4254
O, 6.8689, 11.003, 25.9968
O, 10.8862, 24.4352, 24.2529
O, 17.0801, 20.3305, 19.9392
O, -0.4953, 4.8062, 28.3725
O, 0.3582, -2.4254, 25.2661
O, 0.7748, -9.2478, 21.96
O, 2.68, -4.657, 26.8106
O, 4.4577, -9.0817, 18.4755
O, 30.5457, -6.5652, 17.0976
O, 19.1149, 25.0585, 28.4516
O, 14.8284, 8.1794, 28.025
O, 12.8226, 6.4425, 22.1977
O, 13.457, 5.6412, 32.2781
O, 20.5798, 7.1385, 23.6983
O, 2.8399, 11.3069, 32.347
O, 6.7385, -0.5118, 31.4353
O, 14.9229, -8.2345, 20.9157
O, 8.2538, 10.0334, 24.0042
O, 24.3379, -7.8872, 32.8099
O, 6.7066, -8.2618, 17.2857

Results
free energy: -139738.638 eV
free energy less fixed offsets of O -570.45, Si -639.56 eV per atom: -0.638 eV

Forces (eV/angstrom), in the order of the atoms: element, x, y, z
Si, -0.0192, -0.0206, 0.0998
Si, -0.0088, 0.0151, 0.1172
Si, -0.0006, 0.0109, -0.0215
Si, -0.0042, -0.0071, -0.0018
Si, 0.0257, 0.0143, 0.0752
Si, 0.0045, 0.0072, -0.0263
Si, 0.0092, 0.0108, -0.0017
Si, -0.0048, 0.0016, 0.0039
Si, 0.0045, 0.0092, -0.022
Si, -0.0031, -0.0094, -0.005
Si, 0.0139, 0.0141, 0.0481
Si, -0.0241, 0.0038, 0.0643
Si, 0.0038, 0.0334, 0.0645
Si, -0.0271, -0.0114, 0.0797
Si, 0.0097, 0.0048, -0.0104
Si, 0.0093, 0.0011, -0.0091
Si, 0.005, 0.0033, -0.002
Si, -0.0013, 0.0082, -0.0095
Si, -0.0103, 0.0013, 0.0001
Si, -0.0081, -0.0097, -0.0254
Si, -0.0011, -0.0081, 0.0005
Si, -0.004, -0.0019, -0.0057
Si, 0.0063, 0.0131, -0.0039
Si, 0.0081, -0.0136, 0.066
Si, -0.0076, -0.0022, 0.0045
Si, 0.0022, -0.0016, 0.0022
Si, 0.0011, -0.0079, 0.0029
Si, -0.0051, 0.0018, 0.003
Si, -0.0012, -0.0038, 0.0051
Si, 0.001, -0.0007, 0.002
Si, 0.0022, 0.0002, 0.0085
Si, -0.001, 0.0016, 0.0008
Si, -0.0011, 0.003, -0.0005
Si, 0.0006, 0.0016, -0.0021
Si, 0.0014, -0.0011, 0.002
Si, -0.0031, 0.0002, 0.0008
Si, 0.001, 0.0024, -0.0029
Si, 0, -0.0024, -0.0011
Si, 0.0039, -0.0031, 0.0001
Si, -0.0008, -0.0022, 0.0023
Si, 0.0002, -0.0016, 0.0055
Si, -0.0011, -0.0003, 0.0025
Si, 0.0003, -0.0034, 0.004
Si, -0.0005, -0.0016, 0.0046
Si, -0.0026, 0.0018, 0.0034
Si, -0.0011, 0.0006, 0.0051
Si, -0.0009, -0.0004, 0.0039
Si, 0, -0.001, 0.006
Si, 0.0004, 0.0014, 0.0024
Si, 0.0007, 0.0013, 0.0029
Si, -0.002, 0.0001, 0.0028
Si, -0.0034, -0.0018, 0.0029
Si, -0.0021, -0.0004, 0.0027
Si, 0.0011, -0.0036, 0.002
Si, 0.0034, 0.0018, 0.004
Si, 0.0014, 0.0033, 0.0025
Si, 0.0019, 0.0004, 0.0032
Si, -0.001, 0.0003, 0.006
Si, -0.0002, 0.0005, 0.0039
Si, -0.0012, -0.0014, 0.0066
Si, -0.0001, -0.0025, 0.003
Si, 0, 0.0001, 0.0048
Si, 0.0011, -0.0019, 0.0046
Si, -0.0009, -0.0028, 0.0048
Si, -0.0009, -0.0033, 0.0036
Si, 0.0004, -0.0017, -0.0014
Si, -0.0057, 0.0005, -0.0017
Si, 0.0015, -0.0005, -0.0028
Si, -0.0044, -0.001, 0.0035
Si, -0.0013, 0.0047, 0.0047
Si, -0.0006, 0.0032, -0.0016
Si, -0.0011, -0.0014, 0.0004
Si, 0.0023, 0.0026, 0.001
Si, 0.0009, 0.0064, 0.006
Si, -0.0036, -0.0054, 0.0052
Si, 0.0026, 0.0047, 0.005
Si, -0.002, -0.0073, 0.0036
Si, 0.0001, -0.0016, 0.0007
Si, -0.009, -0.0059, 0.0031
Si, -0.0076, 0.0012, -0.0054
Si, -0.0103, -0.0013, -0.0015
Si, 0.0105, -0.0017, -0.0061
Si, -0.0035, -0.0023, -0.003
Si, 0.0046, 0.0044, -0.0095
Si, -0.0017, 0.0023, 0.0031
Si, 0.0092, 0.0042, 0.0014
Si, -0.0029, 0.0091, -0.0026
Si, 0.0017, -0.0018, -0.004
Si, 0.0032, -0.0053, 0.0469
Si, -0.0062, -0.0009, -0.019
Si, 0.0193, 0.0149, 0.0133
Si, 0.003, -0.0022, -0.0074
Si, 0.0024, 0.0087, -0.0097
Si, -0.0042, -0.0064, 0.0007
Si, 0.0013, -0.0018, 0.0272
Si, -0.002, 0.0144, 0.0002
Si, 0.0225, -0.0118, 0.0365
Si, 0.0094, -0.0029, -0.0209
Si, -0.0098, -0.017, 0.0129
Si, 0.0145, 0.051, 0.0383
Si, -0.0071, 0.0189, 0.0097
Si, -0.0137, 0.0021, -0.0267
Si, 0.0054, 0.0035, 0.0254
Si, 0.0078, -0.019, 0.0276
Si, 0.0021, 0.0003, -0.0406
Si, -0.0046, -0.0022, -0.0746
Si, -0.0094, -0.0004, 0.0102
Si, -0.0091, 0.0069, -0.03
Si, -0.0177, 0.0065, -0.0834
Si, 0.0205, 0.0034, -0.0756
Si, -0.003, 0.0014, -0.096
Si, 0.0149, -0.0157, 0.081
Si, -0.0133, 0.0025, 0.0042
Si, 0.0099, 0.0097, -0.0733
Si, -0.0022, -0.0033, -0.1042
Si, -0.0041, -0.0011, 0.1001
Si, -0.0073, -0.0046, -0.055
Si, 0.0015, 0.0156, -0.0166
Si, 0.0092, 0.007, -0.0376
Si, -0.0273, -0.0151, -0.0773
Si, -0.0127, 0.0115, -0.0081
Si, 0.0058, -0.0012, -0.0331
Si, 0.0104, -0.0017, -0.0708
Si, -0.0107, -0.02, 0.0097
Si, -0.0038, 0.0099, -0.0662
Si, 0.0091, -0.0077, 0.0165
Si, 0.0037, -0.0214, 0.1054
Si, -0.0116, -0.0038, -0.0049
Si, -0.0056, 0.0303, -0.0968
Si, 0.0143, -0.0021, -0.0251
Si, 0.0181, 0.0265, -0.019
Si, -0.0086, -0.0019, 0.0015
Si, 0.0099, -0.0039, -0.0384
Si, 0.0002, 0.008, -0.0073
Si, -0.0007, -0.0045, -0.0369
Si, -0.0055, -0.0082, 0.0632
Si, -0.0019, -0.0085, -0.0228
Si, 0.0167, 0.0065, -0.0387
Si, 0.0262, 0.0081, 0.0668
Si, -0.0078, -0.0157, -0.0739
O, 0.0131, -0.008, -0.0425
O, 0.0074, -0.0025, 0.0077
O, -0.0015, -0.0038, -0.0532
O, -0.0101, -0.0007, 0.0107
O, -0.0096, 0.0025, 0.0165
O, 0.0073, 0.0069, 0.0219
O, 0.0301, -0.0069, -0.0974
O, 0.0078, -0.0005, 0.014
O, -0.0144, -0.0082, 0.0365
O, -0.004, 0.0076, 0.0082
O, 0, 0.008, 0.0348
O, 0.0041, -0.0467, -0.0942
O, -0.0341, 0.0108, -0.0598
O, -0.0222, 0.0186, -0.0297
O, 0.01, 0.0028, -0.051
O, -0.0116, -0.0105, -0.0118
O, -0.0119, -0.0032, -0.0145
O, -0.0025, -0.0271, 0.0061
O, 0.0005, -0.0092, 0.038
O, -0.0024, -0.0069, 0.0038
O, 0.0177, 0.0063, 0.0221
O, -0.0075, 0.0041, 0.0159
O, -0.0026, -0.0067, -0.0067
O, 0.0252, -0.0076, 0.0154
O, -0.0082, -0.0018, -0.0118
O, -0.0004, 0.0015, 0.025
O, 0.0185, -0.0009, 0.0505
O, 0.0105, -0.0079, 0.0252
O, 0.0097, -0.0284, -0.0426
O, 0.0013, -0.0128, -0.0148
O, -0.0034, 0.0053, -0.0033
O, -0.006, 0.0007, -0.0124
O, 0.0159, 0.0161, 0.0452
O, -0.0091, -0.0151, 0.0042
O, 0.0427, -0.0081, -0.0511
O, 0.0024, 0.0057, 0.0088
O, 0.0185, 0.0004, 0.0631
O, -0.0055, 0.0021, 0.0309
O, 0.0024, 0.0028, -0.0103
O, 0.0196, 0.0177, -0.0366
O, 0.0048, 0.0147, 0.0024
O, 0.0043, 0.0035, 0.0027
O, 0.0013, -0.0008, 0.0098
O, -0.0021, 0.0031, 0.0104
O, -0.0073, -0.0063, 0.0133
O, -0.0041, 0.0018, 0.01
O, -0.0087, 0.0121, 0.0307
O, 0.011, -0.0105, 0.0251
O, -0.0051, 0.011, 0.0064
O, -0.005, 0.0009, 0.0251
O, -0.0013, -0.0061, -0.0262
O, 0.0095, -0.0019, 0.0275
O, -0.0114, -0.0126, 0.0223
O, 0.0056, -0.0223, 0.0206
O, 0.0041, -0.0145, -0.0132
O, 0.0048, 0.0018, 0.026
O, 0.0115, -0.0141, 0.0527
O, -0.0066, -0.0032, 0.0097
O, 0, -0.0149, 0.0338
O, -0.0194, 0.003, -0.1353
O, -0.0387, 0.0539, -0.0659
O, 0.0021, -0.0034, -0.0031
O, -0.0072, 0.0025, -0.0123
O, -0.0005, -0.0049, -0.0563
O, 0.023, -0.0255, 0.0402
O, 0.0017, -0.0169, 0.015
O, 0.0064, 0.0043, -0.0237
O, -0.0109, -0.0182, 0.0562
O, -0.0019, 0.0026, 0.0092
O, -0.0465, 0.0043, 0.0692
O, -0.0172, -0.0016, 0.025
O, -0.0052, -0.0005, 0.0063
O, 0.0035, 0.0108, 0.0213
O, -0.0044, 0.004, 0.0365
O, -0.0109, 0.0062, 0.0259
O, 0.0151, 0.0006, -0.0159
O, -0.0052, 0.0037, -0.0288
O, 0.0158, 0.0033, -0.0002
O, 0.0006, 0.0076, -0.0069
O, -0.0071, -0.0147, 0.0501
O, -0.0014, -0.0103, -0.0318
O, 0.0193, 0.0068, 0.049
O, 0.0106, -0.0054, -0.0473
O, -0.0322, -0.017, -0.0411
O, 0.0067, -0.003, 0.0068
O, 0.0016, 0.0301, 0.0589
O, 0.0123, 0.0155, -0.0397
O, 0.0323, 0.0147, -0.0083

The program warned: the cutoff lies below the one the program advises for these potential files; the forces do not sum to zero within the program's tolerance; empty levels may hold ghost states of the PAW files; the exchange-correlation potential is rough where the density is thin.
